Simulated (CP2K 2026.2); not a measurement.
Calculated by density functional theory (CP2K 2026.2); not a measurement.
Periodic cell of 504 atoms, Si360O144, from a study of silicon, its oxide and their interface. The atomic structure is a simulated model.
Doubt: the forces sum to 1.13 eV/angstrom along one axis rather than to zero, so they err by at least 0.0022 eV/angstrom per atom on average; the grid cutoff is modest.

Settings
functional: PBE
method: Gaussian and plane waves
basis set: DZVP-MOLOPT-SR-GTH
pseudopotentials: GTH-PBE
grid cutoff: 350 Ry, relative cutoff 50 Ry
k points: Gamma only
occupations: fixed
spin: none
net charge: 0

Cell vectors (angstrom)
a 16.32 0 0
b 0 16.32 0
c -4.9404 -6.5066 33.082

Atoms and the computed forces on them: element, x, y, z (angstrom), force x, y, z (eV/angstrom)
Si -3.853 8.656 33.019 0.291 -0.202 0.714
Si 3.735 1.638 0.178 0.108 -0.041 0.72
Si -3.414 -2.642 33.062 -0.223 0.181 0.728
Si 4.192 6.473 0.206 -0.035 0.273 0.686
Si 1.193 9.813 0.039 0.121 -0.144 0.702
Si 4.38 11.966 0.005 -0.105 0.228 0.744
Si 2.352 8.26 32.984 -0.389 0.125 0.694
Si 9.707 1.26 0.265 -0.219 0.191 0.752
Si 6.548 4.436 0.273 0.056 -0.214 0.707
Si 9.708 6.594 0.128 -0.131 0.134 0.742
Si 6.569 9.7 0.066 0.114 -0.222 0.768
Si 9.297 12.318 0.115 0.179 -0.085 0.7
Si 11.846 15.245 0.009 0.333 -0.3 0.689
Si 10.238 -5.373 33.001 -0.292 0.236 0.684
Si 7.013 -2.133 33.009 0.275 -0.167 0.681
Si 14.914 7.042 0.1 0.093 -0.268 0.729
Si 12.587 9.149 0.043 -0.207 0.203 0.761
Si 15.214 11.938 0.177 -0.019 0.062 0.675
Si 2.63 -0.027 1.363 -0.006 0 -0.074
Si 5.409 2.728 1.407 -0.01 0.009 -0.043
Si 2.643 5.338 1.469 0.001 -0.026 -0.059
Si 5.384 8.146 1.372 0 -0.013 -0.031
Si 2.76 10.931 1.371 0.019 0.006 -0.057
Si 5.52 13.675 1.158 0.037 0.001 -0.073
Si 8.177 -0.019 1.449 -0.003 -0.005 -0.063
Si 10.936 2.834 1.409 -0.012 0.016 -0.026
Si 8.14 5.549 1.537 -0.002 -0.013 -0.029
Si 10.934 8.135 1.381 0.006 0 -0.073
Si 8.116 10.823 1.431 -0.024 -0.003 -0.049
Si 10.875 13.555 1.343 -0.003 0.043 -0.07
Si 13.579 -0.016 1.221 -0.009 0 -0.026
Si -0.05 2.71 1.287 0.01 -0.016 -0.056
Si 13.624 5.434 1.262 -0.021 0.022 -0.061
Si 0.083 8.231 1.416 0.004 0.014 -0.049
Si 13.628 10.773 1.404 0.005 -0.008 -0.05
Si 0.033 13.598 1.351 -0.01 -0.006 -0.05
Si 1.279 1.344 2.717 0.011 0.024 0.038
Si 4.054 4.039 2.821 0.007 -0.001 0.042
Si 1.358 6.799 2.756 0.008 0.006 0.012
Si 4.039 9.506 2.738 0.009 -0.001 0.019
Si 1.42 12.296 2.73 -0.017 -0.015 0.033
Si 4.117 14.959 2.609 0.006 -0.033 0.002
Si 6.765 1.34 2.732 0.014 0.027 0.024
Si 9.508 4.103 2.786 0.016 0.002 0.013
Si 6.778 6.908 2.828 -0.019 0.011 0.014
Si 9.553 9.503 2.725 -0.013 -0.032 0.002
Si 6.772 12.289 2.687 -0.011 0.027 0.045
Si 9.547 14.92 2.768 0.004 -0.023 0.048
Si 12.302 1.387 2.673 -0.001 -0.025 0.025
Si 14.938 4.071 2.659 0.001 0.008 0.003
Si 12.287 6.765 2.729 0.013 -0.009 0.03
Si 15 9.499 2.809 -0.009 -0.018 0.045
Si 12.262 12.21 2.681 -0.006 -0.01 0.022
Si 14.916 14.945 2.652 -0.011 0.025 0.016
Si -0.064 -0.017 4.06 0.01 -0.001 0.003
Si 2.672 2.667 4.113 0.009 -0.018 -0.009
Si -0.033 5.429 4.06 -0.009 -0.013 -0.005
Si 2.716 8.147 4.12 0.009 0.01 -0.002
Si 0.04 10.919 4.089 -0.007 -0.005 -0.006
Si 2.783 13.635 4.06 -0.001 0.029 0.013
Si 5.411 -0.021 4.063 -0.005 -0.015 0.012
Si 8.149 2.699 4.087 -0.007 -0.005 -0.004
Si 5.426 5.457 4.12 0.003 -0.008 -0.016
Si 8.185 8.213 4.145 -0.013 0.016 0.01
Si 5.42 10.905 4.057 0.007 0.021 -0.017
Si 8.151 13.583 4.097 -0.012 0.018 0.003
Si 10.92 0.019 4.047 -0.001 -0.02 0.001
Si 13.626 2.719 4.074 -0.001 0 -0.003
Si 10.896 5.449 4.114 0.02 0.015 -0.019
Si 13.622 8.124 4.119 -0.013 0.004 -0.002
Si 10.893 10.884 4.068 0.007 0.001 0
Si 13.599 13.585 4.046 0.012 0.013 0.014
Si 1.36 -1.36 16.313 0.003 -0.006 -0.011
Si 4.076 1.35 16.286 0.002 -0.006 -0.014
Si 1.352 4.084 16.308 0.007 0.013 -0.012
Si 4.078 6.809 16.315 -0.007 -0.007 -0.007
Si 1.358 9.527 16.346 0.002 -0.006 -0.001
Si 4.041 12.203 16.305 -0.01 -0.01 -0.008
Si 6.825 -1.365 16.294 0.005 0.001 -0.007
Si 9.536 1.366 16.309 0.005 0.009 -0.005
Si 6.829 4.103 16.3 0.014 -0.001 -0.017
Si 9.515 6.801 16.307 -0.007 -0.005 -0.014
Si 6.779 9.508 16.306 -0.001 -0.01 -0.008
Si 9.517 12.244 16.313 -0.008 0.003 -0.012
Si 12.255 -1.359 16.302 0.005 0.014 -0.006
Si -1.353 1.361 16.333 0.008 -0.004 -0.004
Si 12.262 4.087 16.334 0.003 0.012 -0.002
Si -1.372 6.812 16.358 0.006 -0.007 -0.001
Si 12.231 9.527 16.342 -0.008 0.001 -0.009
Si -1.358 12.262 16.329 -0.004 0.008 -0.006
Si 2.696 0.025 17.661 0.01 -0.004 0.015
Si 5.486 2.69 17.595 -0.007 0.005 -0.014
Si 2.73 5.426 17.653 -0.008 0.012 0.014
Si 5.4 8.186 17.694 -0.004 0.003 -0.001
Si 2.697 10.875 17.746 0.009 0.016 -0.002
Si 5.435 -2.751 17.582 0.004 -0.005 -0.002
Si 8.203 -0.02 17.668 0.001 -0.015 0.004
Si 10.891 2.728 17.671 -0.005 -0.011 0.021
Si 8.153 5.481 17.692 0.005 -0.004 0.016
Si 10.876 8.13 17.683 0 0.007 0.002
Si 8.163 10.849 17.642 0.005 0.015 0.01
Si 10.862 -2.68 17.658 0.003 -0.009 -0.009
Si 13.626 -0.033 17.678 -0.018 -0.016 0.013
Si 0.005 2.737 17.688 0.006 -0.014 0.008
Si 13.6 5.444 17.736 -0.008 -0.005 -0.008
Si -0.012 8.187 17.707 0 0.001 0.03
Si 13.568 10.936 17.679 -0.003 -0.009 0.005
Si 0.035 -2.729 17.697 0.001 0.008 0.003
Si 1.373 1.409 19.065 0.017 0 -0.027
Si 4.134 4.024 18.932 -0.012 -0.001 -0.025
Si 1.372 6.783 19.02 -0.012 0.009 -0.031
Si 4.052 9.517 19.12 0.007 -0.02 -0.016
Si 1.343 12.24 19.129 -0.013 -0.008 -0.001
Si 4.087 -1.388 18.912 -0.013 -0.004 -0.038
Si 6.838 1.352 18.971 0.004 0.003 -0.008
Si 9.555 4.133 19.021 0.008 -0.015 -0.021
Si 6.754 6.842 19.049 0.02 -0.016 -0.023
Si 9.505 9.481 19.02 -0.015 -0.006 -0.013
Si 6.767 12.204 18.943 -0.013 0.002 -0.042
Si 9.542 -1.357 19.087 0.007 0.002 -0.008
Si 12.222 1.302 19.003 -0.029 0.005 -0.03
Si -1.356 4.063 19.083 0.01 0.012 0.003
Si 12.223 6.804 19.095 0.004 0.004 -0.005
Si -1.382 9.611 19.035 0.037 -0.011 -0.033
Si 12.19 12.307 19.03 0.007 0.005 -0.013
Si -1.286 -1.353 19.054 -0.007 0.02 -0.016
Si 0.02 0.059 20.451 -0.024 -0.004 0.052
Si 2.864 2.706 20.377 -0.009 -0.022 0.033
Si 0.05 5.409 20.416 0.008 0.008 0.052
Si 2.682 8.129 20.459 -0.018 -0.017 0.069
Si -0.081 10.94 20.519 -0.015 -0.006 0.064
Si 2.771 -2.681 20.371 0.018 0.005 0.068
Si 5.486 -0.067 20.234 0.008 -0.011 0.054
Si 8.187 2.719 20.31 0.012 0.003 0.071
Si 5.413 5.378 20.321 -0.001 0.016 0.055
Si 8.088 8.219 20.435 -0.011 0.046 0.048
Si 5.449 10.912 20.412 0.006 0.005 0.078
Si 8.119 -2.783 20.301 0.005 -0.019 0.051
Si 10.896 0.003 20.49 0.018 0.008 0.056
Si -2.74 2.637 20.358 -0.003 -0.015 0.048
Si 10.879 5.463 20.5 0.006 -0.001 0.053
Si -2.746 8.245 20.37 -0.012 0.006 0.042
Si 10.83 10.89 20.343 -0.008 0.017 0.041
Si -2.711 -2.675 20.371 -0.013 0.004 0.052
Si 1.696 -1.049 21.652 -0.132 -0.096 -0.719
Si 4.032 1.052 21.635 0.024 0.268 -0.681
Si 1.707 4.257 21.677 -0.18 -0.028 -0.733
Si 3.867 6.479 21.676 0.032 0.194 -0.738
Si 1.02 9.254 21.722 0.165 0.069 -0.754
Si 4.384 -3.762 21.692 -0.16 -0.119 -0.752
Si 6.611 -1.585 21.603 0.161 0.099 -0.743
Si 9.712 1.642 21.715 -0.082 -0.263 -0.766
Si 7.03 4.264 21.609 -0.261 -0.188 -0.732
Si 9.179 6.61 21.712 0.361 0.216 -0.692
Si 6.959 9.787 21.823 -0.127 -0.171 -0.706
Si 9.202 11.968 21.641 0.073 0.032 -0.728
Si 12.567 -1.107 21.757 -0.23 -0.029 -0.727
Si -1.587 1.172 21.801 0.177 0.103 -0.744
Si 12.018 3.742 21.681 0.06 0.264 -0.74
Si -1.166 7.042 21.589 -0.025 -0.107 -0.745
Si 12.399 9.818 21.695 -0.051 -0.167 -0.676
Si -1.731 -4.22 21.833 0.285 0.058 -0.693
Si 6.839 2.786 30.112 0.092 0.039 0.157
Si 8.446 -0.208 23.798 -0.044 -0.028 -0.166
Si 9.549 4.146 25.974 -0.003 0.032 0.009
Si 3.144 8.869 30.104 0.038 -0.053 0.144
Si -1.218 -3.39 24.851 -0.092 0.012 -0.168
Si -2.052 1.638 31.02 -0.021 0.014 0.123
Si 1.441 -1.877 24.591 -0.041 0.01 -0.112
Si 5.109 8.247 23.915 0.06 0 -0.188
Si -3.558 0.212 28.576 -0.091 0.019 0.206
Si 2.306 9.697 24.503 -0.044 -0.098 -0.059
Si 0.055 2.852 23.955 -0.004 -0.057 -0.122
Si -1.927 3.97 28.011 -0.031 -0.008 0.052
Si -2.217 10.249 26.141 -0.102 0.062 0.042
Si -0.071 2.027 28.997 0.085 -0.044 0.095
Si 5.091 5.2 30.294 0.015 -0.061 0.274
Si 6.784 3.735 24.664 0.034 -0.04 -0.095
Si 1.403 6.807 28.575 0.019 0.066 0.005
Si 6.578 -0.438 26.096 -0.048 -0.043 0.027
Si 1.963 1.081 25.585 0.022 -0.009 -0.114
Si -2.37 -2.251 27.231 -0.085 -0.067 -0.12
Si 0.105 8.088 26.152 0.005 0.017 -0.092
Si 10.66 -2.44 23.754 0.013 -0.023 -0.155
Si 2.667 2.403 28.207 0.017 0.094 0.027
Si 11.38 9.497 24.609 0.039 0.07 -0.057
Si 8.106 -4.062 27.982 0.093 -0.083 0.09
Si 3.943 -1.929 28.849 -0.01 0.086 0.042
Si 4.811 1.429 24.555 0.058 0.01 -0.102
Si 10.663 8.142 29.167 -0.021 0.003 -0.174
Si 1.539 -5.311 29.44 0.082 0.026 -0.093
Si -1.099 5.373 25.533 0.033 -0.013 -0.038
Si 6.364 0.028 29.189 0.041 -0.148 -0.073
Si 3.566 -4.054 24.64 0.012 0.044 -0.113
Si -0.982 -5.627 30.411 0.059 -0.027 0.037
Si 10.274 -4.437 25.874 -0.063 0.033 -0.09
Si 1.267 -0.611 29.503 0.059 0.058 0.008
Si 10.468 6.791 24.388 -0.089 -0.135 0.031
Si -0.115 -3.184 28.988 0.07 -0.073 0.079
Si 9.498 5.934 30.473 -0.073 0.042 0.066
Si 8.035 7.467 28.343 0.109 0.139 -0.024
Si 6.132 8.169 30.235 -0.022 0.128 0.114
Si -3.147 5.633 23.633 0.019 -0.04 -0.072
Si 5.638 -3.274 26.657 0.033 -0.006 0.107
Si -3.978 -4.675 28.107 0.061 -0.061 0.078
Si 3.572 5.101 27.867 0.137 0.055 -0.059
Si 6.009 6.384 26.218 -0.111 -0.04 0.049
Si 11.686 2.668 27.346 -0.048 0.05 -0.098
Si -1.129 5.978 30.08 0.025 -0.012 0.068
Si 2.931 1.34 30.998 -0.037 0.005 0.062
Si 3.088 -3.69 31.226 0.014 0.055 0.13
Si -2.959 8.41 30.045 -0.069 -0.101 0.112
Si 10.086 -5.422 30.02 -0.022 0.145 -0.039
Si 11.186 -1.144 30.876 0.074 0.032 0.096
Si 9.395 3.514 28.877 -0.053 0.13 -0.149
Si 8.275 -1.979 30.268 -0.071 0.007 0.044
Si 1.362 14.972 5.4 0.006 0.005 0.01
Si 4.057 1.325 5.448 -0.001 0.001 0.018
Si 1.334 4.074 5.436 -0.006 0.013 -0.007
Si 4.075 6.804 5.482 0.007 0.006 0.009
Si 1.361 9.528 5.456 -0.001 -0.004 0
Si 4.083 12.249 5.444 0.004 -0.011 0.011
Si 6.79 14.957 5.433 -0.005 -0.002 0.004
Si 9.533 1.348 5.426 0.005 -0.015 0.008
Si 6.799 4.076 5.446 -0.007 0.005 0.002
Si 9.532 6.81 5.467 0.005 -0.005 0.01
Si 6.799 9.577 5.452 0.01 0.004 0.001
Si 9.522 12.228 5.441 -0.002 0.01 0.006
Si 12.253 14.96 5.415 -0.004 0.009 0.012
Si 14.955 1.356 5.45 -0.001 -0.006 0.014
Si 12.251 4.067 5.445 -0.005 -0.006 0.002
Si 14.963 6.769 5.47 -0.007 0.002 0.016
Si 12.246 9.515 5.434 0.002 0.003 0.007
Si 14.97 12.256 5.43 0.005 0.001 0.012
Si 2.701 -0.015 6.811 0.003 0.007 -0.002
Si 5.429 2.707 6.789 -0.005 -0.004 -0.008
Si 2.7 5.432 6.807 0.003 -0.002 -0.003
Si 5.45 8.18 6.804 -0.005 0.005 -0.004
Si 2.724 10.886 6.807 0.001 0.005 -0.002
Si 5.443 13.601 6.808 0.003 0.002 0.002
Si 8.161 -0.004 6.786 -0.002 -0.004 0.002
Si 10.881 2.711 6.797 0.003 -0.001 0
Si 8.164 5.436 6.806 0.005 -0.006 -0.001
Si 10.889 8.172 6.817 -0.005 0.007 -0.002
Si 8.166 10.897 6.827 -0.012 0.006 0
Si 10.884 13.606 6.781 -0.004 0 -0.002
Si 13.596 -0.007 6.8 0 0.008 0.009
Si -0.007 2.716 6.81 0 -0.001 0.001
Si 13.598 5.422 6.822 0.007 -0.004 0.003
Si -0.001 8.157 6.807 -0.002 -0.003 -0.004
Si 13.607 10.885 6.785 -0.004 -0.004 0.002
Si 0.014 13.612 6.784 0.005 -0.001 -0.004
Si 1.356 1.36 8.167 0.014 0.006 -0.001
Si 4.072 4.07 8.154 0.005 0 0.002
Si 1.355 6.799 8.17 -0.003 0.003 -0.003
Si 4.083 9.526 8.167 0.008 0.009 -0.004
Si 1.357 12.245 8.156 -0.003 -0.005 -0.003
Si 4.073 -1.368 8.165 -0.011 -0.007 -0.009
Si 6.801 1.357 8.15 0.002 0.003 -0.011
Si 9.525 4.076 8.16 0 0.003 0
Si 6.804 6.805 8.159 0.003 0.005 -0.004
Si 9.522 9.524 8.174 0 -0.004 -0.002
Si 6.803 12.254 8.177 0.003 0.005 0.002
Si 9.521 -1.363 8.149 -0.002 0 -0.001
Si 12.237 1.353 8.161 -0.007 -0.009 -0.002
Si 14.959 4.07 8.178 -0.006 0.002 -0.005
Si 12.244 6.801 8.169 -0.006 -0.01 -0.007
Si 14.955 9.521 8.156 0.001 -0.005 0.002
Si 12.243 12.243 8.146 -0.001 0.004 -0.01
Si 14.969 -1.358 8.153 0.012 0.012 -0.004
Si -0.002 0.001 9.524 0.001 0.006 0.002
Si 2.719 2.718 9.526 -0.003 -0.007 0.001
Si -0.003 5.44 9.532 -0.005 -0.001 -0.002
Si 2.718 8.162 9.522 0.008 -0.003 -0.004
Si -0.004 10.882 9.514 0.002 0.005 -0.003
Si 2.716 13.595 9.524 0.01 0 -0.004
Si 5.439 0 9.515 0 0 -0.002
Si 8.159 2.716 9.514 0.001 0 -0.003
Si 5.435 5.438 9.508 -0.005 0.002 -0.001
Si 8.162 8.158 9.525 0.007 -0.005 0.003
Si 5.441 10.883 9.525 0.003 0.002 -0.003
Si 8.167 13.609 9.526 -0.004 0.005 -0.001
Si 10.877 -0.005 9.516 -0.007 0.004 -0.005
Si 13.596 2.713 9.526 0.007 0.003 -0.005
Si 10.88 5.44 9.522 0.002 0.005 -0.001
Si 13.602 8.163 9.525 -0.005 -0.004 -0.005
Si 10.887 10.888 9.521 -0.007 0.001 0
Si 13.604 13.599 9.509 0.005 -0.005 -0.004
Si 1.359 -1.361 10.88 0.005 -0.002 0.001
Si 4.081 1.358 10.881 0 0.007 0
Si 1.36 4.081 10.887 0.011 0.004 -0.001
Si 4.076 6.796 10.874 0.006 0.002 0.001
Si 1.353 9.522 10.878 -0.004 0.004 0
Si 4.075 12.236 10.881 0 0 0
Si 6.802 -1.354 10.88 0.005 -0.002 0.005
Si 9.521 1.359 10.875 0.002 -0.004 0.005
Si 6.799 4.081 10.87 0.009 0.004 -0.001
Si 9.523 6.8 10.884 -0.004 -0.007 0.003
Si 6.8 9.52 10.88 -0.006 0.002 -0.002
Si 9.524 12.244 10.882 -0.006 0.005 0.007
Si 12.245 -1.362 10.872 -0.001 0.007 -0.002
Si -1.36 1.361 10.884 -0.008 -0.003 0
Si 12.243 4.084 10.881 -0.006 -0.003 -0.006
Si -1.362 6.804 10.889 0.002 0 0
Si 12.241 9.522 10.884 0.006 -0.004 0.001
Si -1.364 12.239 10.876 0.001 -0.006 0
Si 2.721 -0.004 12.241 0.003 -0.005 0.006
Si 5.44 2.725 12.235 -0.002 -0.004 0.003
Si 2.715 5.447 12.246 0.003 0.001 0.002
Si 5.436 8.156 12.23 0.003 -0.005 0.001
Si 2.711 10.88 12.239 0.008 -0.003 0.003
Si 5.44 13.596 12.23 -0.002 0.003 0
Si 8.163 0.004 12.24 -0.005 0.006 0.006
Si 10.886 2.72 12.232 -0.001 0.01 0
Si 8.163 5.435 12.235 -0.003 0.004 0.004
Si 10.88 8.163 12.246 -0.006 0 0.002
Si 8.16 10.881 12.238 0 -0.006 0.006
Si 10.89 13.6 12.238 0.005 -0.002 0.003
Si 13.599 0.002 12.235 0.008 0.003 0.002
Si -0.002 2.723 12.245 0.001 0.001 -0.001
Si 13.597 5.445 12.248 -0.001 -0.003 0
Si -0.004 8.167 12.248 0.004 -0.004 0.001
Si 13.605 10.876 12.244 -0.008 0.004 0.001
Si -0.006 13.6 12.234 -0.003 -0.001 0.001
Si 1.358 1.356 13.598 0.005 0.001 0.004
Si 4.082 4.087 13.597 -0.005 0.011 0.003
Si 1.352 6.808 13.61 0.001 0.003 0
Si 4.069 9.51 13.587 0.003 -0.006 0.003
Si 1.346 12.239 13.597 0 0.005 0.005
Si 4.083 -1.372 13.594 0.011 -0.008 0.002
Si 6.802 1.368 13.595 0.001 0.007 0.011
Si 9.533 4.079 13.592 0.009 -0.012 -0.003
Si 6.801 6.799 13.585 0.004 -0.006 -0.002
Si 9.516 9.525 13.603 -0.011 0.008 0.005
Si 6.791 12.235 13.594 -0.002 0.003 -0.001
Si 9.534 -1.355 13.593 -0.001 0 0.005
Si 12.252 1.371 13.596 -0.005 -0.005 -0.002
Si -1.358 4.089 13.606 0.003 0.002 0.003
Si 12.24 6.806 13.612 -0.003 -0.002 0.004
Si -1.361 9.521 13.618 0.003 0 0
Si 12.246 12.235 13.6 0.009 -0.01 0.007
Si -1.361 -1.355 13.591 -0.012 0.005 0.001
Si -0.006 -0.002 14.96 -0.003 -0.005 0.001
Si 2.716 2.725 14.946 -0.001 -0.003 0.002
Si -0.014 5.457 14.974 0.002 0.002 0
Si 2.711 8.169 14.968 0.004 0.002 -0.004
Si -0.002 10.886 14.978 -0.001 0.002 0.006
Si 2.71 -2.726 14.95 0.003 -0.002 -0.003
Si 5.448 -0.009 14.942 -0.007 0.001 -0.003
Si 8.175 2.725 14.949 -0.005 0.006 -0.003
Si 5.445 5.451 14.954 0.009 0.004 0.001
Si 8.151 8.157 14.95 0.001 -0.004 -0.009
Si 5.422 10.866 14.945 -0.005 0 -0.005
Si 8.169 -2.726 14.935 0.004 0.001 -0.003
Si 10.897 0.011 14.951 0.003 -0.006 0.001
Si 13.613 2.725 14.968 -0.002 0.002 0.002
Si 10.887 5.435 14.966 -0.009 -0.002 0
Si 13.594 8.165 14.982 -0.002 -0.001 0.006
Si 10.882 10.881 14.964 -0.001 0 -0.001
Si 13.608 -2.719 14.948 -0.004 -0.004 -0.007
O 11.626 9.276 23.021 -0.406 -0.462 -0.099
O -0.078 8.118 22.186 -0.076 0.062 0.478
O 2.285 2.585 31.793 0.349 0.24 -0.376
O -1.971 6.371 22.825 0.164 0.231 0.351
O 10.797 0.099 31.839 0.242 0.417 -0.039
O 10.839 2.73 22.203 0.033 0.063 0.526
O 5.482 -2.634 22.156 -0.116 -0.107 0.267
O 6.607 3.7 23.064 -0.467 -0.224 0.219
O 0.253 10.033 29.601 -0.037 -0.546 -0.137
O 11.404 9.847 32.702 0.095 0.063 -0.134
O 4.736 8.972 30.357 0.054 0.53 -0.011
O 8.111 10.889 22.258 0.063 0.028 0.367
O -1.235 5.933 31.688 -0.564 0.044 0.068
O 5.674 7.677 25.312 -0.086 0.403 0.43
O 4.759 5.926 27.147 0.076 0.168 0.044
O -2.271 -3.756 32.675 0.14 -0.091 -0.465
O -0.991 1.924 23.128 -0.07 -0.075 0.223
O 5.848 -6.362 32.891 0.135 -0.047 -0.111
O 7.087 3.093 31.675 -0.237 0.516 0.064
O 8.805 1.569 32.713 -0.081 -0.167 -0.171
O -3.005 2.682 31.802 -0.015 -0.001 -0.431
O -0.899 -2.694 27.698 0.27 -0.07 -0.445
O 6.005 1.448 29.848 -0.534 -0.058 -0.014
O 3.406 1.809 29.52 0.505 0.112 0.025
O 4.167 -4.582 31.997 0.016 -0.134 -0.543
O 8.088 -2.69 28.834 0.085 0.182 -0.063
O 2.369 1.244 27.134 0.148 -0.548 0.21
O 0.535 7.809 27.674 -0.084 0.487 0.1
O 8.113 5.416 21.961 -0.039 0.067 0.316
O -3.516 9.865 25.266 0.134 -0.05 -0.24
O 7.292 -0.911 22.915 -0.193 -0.211 0.257
O 10.807 3.103 26.044 0.29 -0.11 -0.583
O 7.504 -2.666 31.533 0.137 -0.372 -0.158
O 8.321 3.495 25.142 0.082 -0.596 0.028
O 8.883 -5.088 28.973 -0.288 -0.409 -0.192
O 2.136 5.772 27.563 -0.235 0.026 -0.44
O -2.713 10.732 27.621 0.385 -0.213 0.415
O 6.576 -2.058 26.123 0.187 -0.275 -0.462
O -2.327 9.882 30.16 -0.167 0.286 -0.222
O 12.024 -1.925 23.066 0.215 0.036 0.594
O 1.19 3.384 22.943 0.046 -0.086 0.024
O -1.399 -3.46 23.24 -0.032 0.248 0.166
O 3.348 6.991 32.672 0.16 0.096 -0.45
O 9.915 -3.549 22.856 0.242 -0.127 0.001
O 10.736 2.681 28.651 0.273 -0.283 0.596
O 8.941 1.141 23.064 0.022 0.396 0.562
O 9.841 -1.997 30.639 0.139 -0.428 0.112
O 10.79 6.72 29.922 0.522 -0.291 -0.085
O 8.866 -4.024 26.545 -0.174 0.096 -0.499
O 9.71 -1.172 23.952 0.01 0.301 0.204
O 7.094 8.275 31.537 0.575 -0.376 -0.312
O 4.145 0.765 31.873 0.385 0.361 -0.27
O 11.795 6.429 23.548 -0.108 0.109 -0.671
O 1.58 9.934 23.081 -0.179 0.228 0.15
O 6.215 9.178 23.158 0.169 0.18 0.496
O 1.095 -1.67 23.024 -0.588 -0.103 -0.06
O 9.121 4.398 27.533 -0.18 0.403 0.105
O 2.821 10.12 29.103 0.235 0.074 -0.481
O -2.66 5.6 25.162 -0.24 -0.058 0.356
O 9.773 -4.85 31.511 -0.446 0.491 -0.049
O -0.653 2.278 30.495 0.406 0.155 0.338
O 1.131 -4.099 28.447 0.106 0.161 -0.714
O 8.25 6.448 29.597 -0.44 -0.349 0.11
O 3.514 3.542 27.431 0.29 -0.241 -0.547
O 7.657 -0.505 30.019 0.279 0.42 0.194
O 2.749 5.405 22.229 -0.174 0.008 0.4
O 4.89 4.996 31.883 0.187 -0.423 -0.027
O 4.958 1.4 22.938 0.545 0.146 -0.027
O 2.608 7.558 29.352 0.064 -0.21 0.123
O 5.761 2.588 25.176 0.006 0.153 0.343
O 3.784 -3.13 29.902 0.235 -0.476 -0.22
O -2.661 0.013 22.278 0.062 0.091 0.58
O 10.257 10.654 24.817 -0.64 0.119 -0.375
O -2.324 -2.449 25.613 -0.315 0.229 -0.314
O -2.83 10.937 22.201 0.152 -0.108 0.526
O 4.977 -4.076 25.425 0.118 -0.158 -0.296
O 3.708 5.062 29.486 -0.56 0.088 0.19
O 0.396 -1.109 32.829 -0.218 0.051 -0.441
O -1.866 4.666 29.472 -0.05 -0.311 0.179
O 5.247 0.061 25.309 -0.489 -0.501 0.152
O 0.561 4.338 32.684 0.013 0.081 -0.439
O 4.415 -2.606 27.473 -0.621 0.097 -0.117
O 11.412 4.386 32.657 0.111 -0.088 -0.429
O -0.623 4.163 24.587 0.027 0.161 -0.163
O 11.182 -4.99 27.057 -0.218 -0.214 -0.021
O 9.538 8.014 27.982 0.003 0.064 -0.384
O -1.623 0.425 31.989 -0.305 -0.23 -0.433
O 2.546 -1.135 28.646 -0.151 0.137 -0.498
O 9.401 7.167 23.235 -0.337 0.288 0.311
O 6.547 -4.286 27.561 -0.285 -0.594 0.172
O -2.578 -0.756 27.754 0.237 0.091 -0.238
O 6.066 4.106 29.621 -0.016 0.149 -0.343
O 10.945 -3.138 25.18 0.406 0.083 0.113
O -2.818 1.084 29.718 -0.116 0.166 -0.067
O 1.238 2.947 28.757 -0.187 0.353 0.339
O 1.346 8.802 25.419 0.105 -0.234 0.092
O 7.018 8.599 28.939 -0.158 0.388 -0.217
O 3.818 -4.398 23.076 -0.179 -0.276 0.122
O 6.656 0.147 27.599 0.279 0.39 -0.06
O -1.377 -4.889 25.43 0.265 -0.291 -0.114
O 3.23 1.63 24.757 -0.161 0.278 -0.283
O 9.398 6.144 32.061 -0.262 0.26 -0.055
O 2.568 11.126 25.206 -0.308 0.054 0.55
O 10.103 9.287 30.158 0.027 -0.169 0.351
O 1.802 -4.59 30.871 -0.43 -0.166 0.334
O -4.016 -2.029 31.662 0.113 -0.136 -0.432
O 6.35 5.167 25.237 -0.145 -0.078 -0.055
O -4.108 8.498 28.877 0.099 0.302 -0.595
O 3.748 9.032 24.24 0.094 -0.035 -0.043
O 11.671 -0.644 29.418 -0.259 -0.18 -0.338
O 9.64 4.369 30.21 0.195 -0.357 0.473
O 0.422 6.075 29.632 0.205 -0.346 0.302
O -3.437 3.743 27.509 -0.055 0.471 -0.268
O 5.832 -1.043 32.69 -0.088 -0.105 -0.421
O 12.209 1.148 27.37 0.213 -0.199 -0.299
O 11.567 -4.906 29.526 0.331 0.317 0.485
O 4.732 7.006 22.948 0.289 -0.273 0.113
O 0.706 2 25.155 -0.268 0.147 0.375
O 1.562 -0.454 25.33 0.033 -0.256 0.262
O -0.611 -5.667 31.975 0.435 -0.589 -0.125
O 12.878 4.176 23.007 0.357 -0.544 0.276
O -3.461 8.045 31.552 0.156 -0.311 -0.101
O 2.307 8.978 31.507 -0.268 0.404 -0.121
O 5.666 6.655 30.024 -0.01 -0.053 -0.243
O -1.104 -4.089 29.906 -0.435 0.22 0.039
O -0.214 6.707 25.359 0.254 -0.007 -0.533
O -1.206 2.521 27.964 -0.156 -0.444 -0.409
O 0.291 0.459 28.759 -0.235 -0.233 -0.142
O 5.09 -0.939 29.398 -0.067 0.081 0.156
O 2.547 -2.456 32.087 0.076 0.216 -0.33
O -1.077 4.973 27.082 0.479 0.12 0.097
O -3.509 -3.139 27.966 -0.189 0.383 0.522
O 2.831 0.044 22.125 -0.223 0.207 0.498
O -1.231 8.985 26.219 -0.165 -0.221 -0.007
O 10.792 8.121 25.24 -0.355 0.035 0.647
O 8.153 2.561 29.202 -0.157 -0.292 -0.21
O 7.316 6.756 27.097 0.365 -0.226 -0.161
O 2.863 -2.613 24.771 0.242 0.389 0.25
O 0.392 -1.919 29.861 -0.222 0.026 0.553
O -1.898 7.305 29.575 0.174 0.035 -0.588
O 0.252 -2.797 25.159 0.019 -0.378 0.372
O 7.858 0.105 25.265 0.405 0.524 0.256
O 1.825 0.169 30.809 -0.15 -0.244 0.503
O 9.991 5.559 25.314 -0.083 0.071 0.395

Results
total energy: -101654.913 eV
total energy less fixed offsets of O -438.35, Si -107.03 eV per atom: -1.713 eV
